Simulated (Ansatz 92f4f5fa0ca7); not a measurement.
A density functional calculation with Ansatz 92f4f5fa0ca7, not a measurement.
Periodic cell of 221 atoms, Si132O88H1, from a study of silicon, its oxide and their interface. The atomic structure is a simulated model.
Doubt: the cutoff is far below the 930 eV that the study's wrapper takes by default for these files, so forces and energies are approximate.
This geometry differs little from another in the collection (a relaxation step or a small displacement).

Settings: functional PBE; potential files Ansatz PAW; basis plane waves; wave-function cutoff 580 eV; density cutoff ratio 5; exchange-correlation grid ratio 1; k mesh 1 x 1 x 1, Gamma-centred; self-consistency stop 5e-08 eV per atom in the density residual; occupations fixed; spin none; net charge +1 e, with a uniform compensating background and no finite-size correction.

Cell vectors (angstrom)
a  10.938  0  0
b  0  10.938  0
c  0  0  32.8757

Atoms: element, x, y, z (angstrom)
Si  -0.3227  0.2915  25.3414
Si  5.7028  -0.4461  25.2248
Si  2.5402  3.0268  25.3377
Si  8.4003  2.5684  25.4089
Si  0.2753  5.231  25.3473
Si  5.199  5.6437  25.5556
Si  3.0984  7.8353  25.8176
Si  8.1032  8.4059  25.3661
Si  1.376  1.3843  26.5994
Si  6.7418  1.3347  26.5627
Si  4.0251  4.1053  26.8282
Si  9.6145  4.0988  26.7127
Si  1.2837  6.7968  26.7857
Si  6.9025  6.8217  26.673
Si  4.1861  9.6022  26.8108
Si  9.5653  9.6256  26.7303
Si  2.7078  0.0332  28.058
Si  8.1436  0.0378  28.0639
Si  0.0377  2.7159  28.0766
Si  5.4632  2.7068  28.0624
Si  2.7178  5.4852  28.1677
Si  8.2324  5.456  28.0731
Si  -0.0291  8.2498  28.0995
Si  5.5366  8.1354  28.1201
Si  4.1018  1.3673  29.4575
Si  9.5708  1.3673  29.4575
Si  1.3673  4.1018  29.4575
Si  6.8362  4.1018  29.4575
Si  4.1018  6.8362  29.4575
Si  9.5708  6.8362  29.4575
Si  1.3673  9.5708  29.4575
Si  6.8362  9.5708  29.4575
Si  0  0  30.8247
Si  5.469  0  30.8247
Si  2.7345  2.7345  30.8247
Si  8.2035  2.7345  30.8247
Si  0  5.469  30.8247
Si  5.469  5.469  30.8247
Si  2.7345  8.2035  30.8247
Si  8.2035  8.2035  30.8247
Si  1.3673  1.3673  32.192
Si  6.8362  1.3673  32.192
Si  4.1018  4.1018  32.192
Si  9.5708  4.1018  32.192
Si  1.3673  6.8362  32.192
Si  6.8362  6.8362  32.192
Si  4.1018  9.5708  32.192
Si  9.5708  9.5708  32.192
Si  2.7345  0  0.6835
Si  8.2035  0  0.6835
Si  0  2.7345  0.6835
Si  5.469  2.7345  0.6835
Si  2.7345  5.469  0.6835
Si  8.2035  5.469  0.6835
Si  0  8.2035  0.6835
Si  5.469  8.2035  0.6835
Si  4.1018  1.3673  2.0507
Si  9.5708  1.3673  2.0507
Si  1.3673  4.1018  2.0507
Si  6.8362  4.1018  2.0507
Si  4.1018  6.8362  2.0507
Si  9.5708  6.8362  2.0507
Si  1.3673  9.5708  2.0507
Si  6.8362  9.5708  2.0507
Si  0  0  3.418
Si  5.469  0  3.418
Si  2.7345  2.7345  3.418
Si  8.2035  2.7345  3.418
Si  0  5.469  3.418
Si  5.469  5.469  3.418
Si  2.7345  8.2035  3.418
Si  8.2035  8.2035  3.418
Si  1.3357  1.2995  4.8183
Si  6.8519  1.3146  4.7158
Si  4.0794  4.1303  4.7097
Si  9.6217  4.0838  4.7679
Si  1.3791  6.8646  4.8942
Si  6.9148  6.7882  4.7069
Si  4.1076  9.5206  4.8274
Si  9.6207  9.5688  4.8533
Si  2.6667  -0.1119  6.232
Si  8.2033  0.0421  6.1553
Si  -0.09  2.6565  6.185
Si  5.4249  2.6788  5.9369
Si  2.8416  5.4774  6.203
Si  8.3079  5.4954  6.1085
Si  -0.0109  8.2012  6.3907
Si  5.5612  8.0802  6.0749
Si  3.8872  1.5664  7.3033
Si  9.0194  1.7756  7.5951
Si  1.6417  3.7875  7.2839
Si  6.8336  4.052  7.151
Si  4.7098  6.3579  7.4674
Si  9.2931  7.0041  7.7046
Si  1.3185  9.5841  7.8409
Si  7.1042  9.2949  7.358
O  1.4093  4.142  24.8527
O  6.9783  9.5137  24.9105
O  2.7767  2.6873  7.7743
O  8.1759  8.1942  7.9678
O  5.7674  5.1314  7.8991
O  -2.2731  2.407  18.6939
O  4.1072  6.8269  25.0447
O  9.4987  1.4365  24.9385
O  2.1842  8.5053  8.7488
O  0.9264  4.3223  8.6564
O  9.3751  1.1504  9.0847
O  6.4749  10.0246  8.6684
O  4.6145  1.0407  8.664
O  4.4444  7.1717  8.8631
O  7.8823  2.9664  7.9205
O  9.6758  6.4149  9.2123
O  3.2885  2.4603  23.9907
O  4.921  -0.4198  23.79
O  7.8841  3.3642  24.0631
O  10.7516  6.0511  24.0131
O  8.8106  7.8537  23.9908
O  0.0807  10.6259  23.8782
O  5.6021  4.7939  24.2385
O  0.9981  10.6515  21.355
Si  4.132  6.768  12.1996
Si  8.4123  -2.3035  14.6188
Si  5.294  2.8789  13.3305
Si  6.7398  -3.9362  18.9666
Si  8.4585  -9.5589  17.4547
Si  1.7694  -3.1428  18.2903
Si  0.8704  9.8009  22.7317
Si  11.762  3.6202  10.1247
Si  5.3337  10.7996  9.5054
Si  2.6408  4.0783  12.4167
Si  13.3539  -5.4334  16.5705
Si  -1.2322  3.0685  19.7659
Si  10.9146  1.256  15.471
Si  0.5435  -6.7705  14.5351
Si  6.4972  0.3744  12.246
Si  0.2615  11.3176  20.0433
Si  14.3273  -6.0025  20.6481
Si  6.7903  -5.7547  11.9482
Si  5.4599  -1.9835  13.8539
Si  6.5666  3.911  23.2749
Si  9.5077  0.0493  12.8197
Si  10.7033  0.6708  9.9227
Si  1.7126  -0.3423  17.4395
Si  4.1022  -3.0918  20.5263
Si  9.1954  -4.9184  13.5078
Si  0.9012  -5.7971  19.0395
Si  5.8817  2.4739  16.2394
Si  4.0915  2.4032  22.5583
Si  4.664  -0.3961  16.3749
Si  10.0046  7.1794  23.0951
Si  7.4773  -1.4266  17.3753
Si  9.4257  5.589  10.6143
Si  -2.6687  5.3274  21.186
Si  3.8356  -0.6171  22.5753
Si  4.9799  4.8521  17.7973
Si  14.458  -2.6874  9.655
O  1.7218  4.6128  17.7429
O  9.8204  -9.8411  16.6534
O  19.0077  0.7472  12.4823
O  6.0302  -1.1499  12.5694
O  2.9227  -2.8187  19.4214
O  6.0558  6.0801  17.8034
O  3.7563  -4.523  21.2974
O  4.4268  7.7888  13.4232
O  -1.1806  6.4328  12.0015
O  2.2514  3.9825  10.8395
O  14.6099  -7.28  21.6154
O  4.8589  1.2159  16.2961
O  5.6554  1.3086  13.2554
O  4.2343  4.7994  19.2548
O  2.4407  9.7272  23.2553
O  10.3845  4.2677  10.7179
O  16.6438  3.4227  17.5499
O  7.9935  -0.0558  18.1386
O  4.2405  -1.7748  21.5032
O  7.4024  1.8932  16.3392
O  5.7113  2.5983  22.7888
O  5.8962  -1.1763  17.1073
O  -3.2969  -2.7484  18.3039
O  1.3264  0.5308  18.7834
O  -0.965  -0.6546  19.8435
O  7.6307  5.5925  13.2923
O  7.8388  5.1478  10.6849
O  17.0972  -7.2263  12.2309
O  5.646  3.3258  14.8659
O  10.0246  -6.1304  14.2118
O  -1.8271  -1.4116  13.4384
O  3.2227  7.5439  11.0853
O  1.5546  -5.6869  15.2246
O  14.6558  2.9872  12.9469
O  11.337  -8.1107  15.4375
O  9.2539  -3.6939  14.5781
O  6.8201  -2.6441  14.4633
O  9.3411  6.3793  21.8472
O  -0.5563  0.8227  13.978
O  0.1598  8.3182  22.6155
O  1.7814  4.8609  20.3827
O  7.7168  -4.9009  19.8399
O  5.5794  -3.2359  19.8668
O  2.4385  -3.855  16.9785
O  1.0397  -1.8049  17.7431
O  3.2345  -5.3902  12.7738
O  3.7679  0.9082  21.9342
O  10.6975  -9.0178  20.3669
O  10.4718  4.298  19.0297
O  6.0754  0.6438  10.7096
O  5.5707  -4.7132  11.6206
O  12.1629  3.7543  13.1301
O  -3.9477  -5.9396  22.1473
O  3.9732  5.0442  16.5194
O  8.8971  -7.1064  20.9588
O  -2.4681  -1.5639  16.0765
O  3.3151  -0.604  17.2574
O  11.6404  1.9894  10.1431
O  12.1461  0.326  16.0261
O  4.2297  9.6879  9.9552
O  11.4848  -0.3993  8.9508
O  10.3339  0.0093  11.3877
O  4.6129  -1.04  14.8797
O  0.6533  6.7595  18.9113
H  -1.7253  -0.4544  19.2562

Results
free energy: -133983.280 eV
free energy less fixed offsets of H -15.97, O -568.88, Si -635.61 eV per atom: -5.350 eV

Forces (eV/angstrom), in the order of the atoms: element, x, y, z
Si  0.0355  -0.0021  -0.0352
Si  -0.0188  0.0637  0.2068
Si  0.0241  -0.0145  -0.0113
Si  0.0057  -0.0182  0.0746
Si  -0.0306  0.0672  0.0223
Si  0.0685  -0.0245  0.0499
Si  -0.088  0.1961  0.2626
Si  0.08  -0.0465  0.1016
Si  -0.024  -0.0146  -0.0147
Si  0.0001  -0.004  -0.0321
Si  -0.0149  -0.0114  0.0103
Si  -0.0079  -0.0268  -0.012
Si  -0.0262  -0.0208  -0.0052
Si  -0.002  -0.0041  -0.0013
Si  0.0179  -0.0668  -0.0904
Si  -0.023  0.0095  0.0317
Si  -0.0051  -0.0003  -0.0054
Si  -0.0055  -0.0288  -0.0298
Si  -0.0182  0.0085  -0.0052
Si  0.0185  -0.0189  -0.0262
Si  0.0323  0.0031  -0.0079
Si  0.006  0.002  0.0034
Si  -0.0131  0.0197  -0.0308
Si  -0.0279  0.0092  -0.0076
Si  -0.0446  0.0002  -0.0872
Si  -0.1113  0.0798  -0.1977
Si  -0.3244  -0.1373  0.3581
Si  0.0687  -0.1562  -0.3018
Si  0.1674  0.0665  0.3986
Si  -0.0649  0.0211  -0.0107
Si  0.1307  0.1166  -0.0845
Si  0.0632  0.1785  0.1149
Si  -0.0674  -0.0124  -0.03
Si  -0.0521  -0.1137  -0.0104
Si  0.0855  0.0589  -0.007
Si  0.054  0.0321  -0.0075
Si  0.0207  -0.0803  0.0142
Si  -0.0492  -0.0429  0.0013
Si  0.0997  0.0549  0.0016
Si  0.0241  -0.0016  0.0004
Si  -0.0141  0.0396  -0.0264
Si  -0.0128  -0.0032  -0.0406
Si  0.0099  -0.0296  -0.0064
Si  -0.0508  0.0285  -0.0078
Si  -0.0299  -0.0064  -0.0393
Si  -0.0084  0.0015  -0.0219
Si  0.0083  0.0476  -0.0093
Si  0.001  -0.0207  0.0016
Si  0.0241  -0.034  0.023
Si  -0.0239  0.026  0.0213
Si  -0.0128  0.0187  0.0141
Si  0.0454  0.0057  0.0205
Si  0.0534  -0.0339  0.0155
Si  0.0104  -0.0471  0.0372
Si  0.0571  -0.0654  0.0159
Si  -0.006  -0.0093  0.0124
Si  -0.0678  -0.0542  0.0308
Si  -0.0257  0.007  0.0202
Si  0.0033  -0.0125  0.0012
Si  -0.0802  -0.0057  -0.0236
Si  0.0319  -0.0104  0.0205
Si  0.0684  0.1535  0.0074
Si  -0.0722  0.0502  0.009
Si  -0.0413  -0.0348  -0.0081
Si  0.0328  -0.3506  -0.0788
Si  -0.2795  -0.4731  -0.1343
Si  -0.4443  -0.2264  0.0463
Si  0.1023  0.0989  -0.1278
Si  0.4276  0.2082  0.2679
Si  0.1819  -0.0199  -0.5264
Si  -0.1323  -0.0653  0.3011
Si  0.482  0.3496  -0.0793
Si  -0.0083  0.0059  0.0051
Si  -0.0087  0.0157  0.0055
Si  0.006  -0.0059  0.0055
Si  -0.0097  0.0036  0.0109
Si  -0.0066  0.0099  0.0009
Si  0.0165  0.0021  0.0201
Si  -0.0017  -0.003  0.0019
Si  0.001  -0.005  0.0047
Si  -0.0035  -0.0003  0.0047
Si  0.0056  -0.0094  -0.0117
Si  0.0265  -0.0057  -0.0154
Si  -0.0121  0.0024  0.0208
Si  0.0052  -0.002  -0.0027
Si  -0.0244  0.0101  -0.0067
Si  -0.004  0.0077  0.0118
Si  -0.0043  -0.0035  -0.015
Si  -0.0233  0.0124  -0.0297
Si  -0.0106  0.0253  0.037
Si  -0.0083  -0.0165  0.0047
Si  0.0307  -0.0036  -0.02
Si  0.0019  0.0203  -0.0135
Si  0.0079  0.0163  -0.0364
Si  0.0058  -0.0061  0.0005
Si  0.0054  -0.0279  -0.0517
O  0.0147  -0.0387  -0.0018
O  -0.0447  -0.0387  -0.0793
O  0.0082  -0.0025  -0.0111
O  0.03  -0.0149  0.0103
O  -0.0006  -0.0257  0.0253
O  0.0013  0.0133  0.0084
O  0.0435  -0.0622  -0.1777
O  0.0052  0.0121  -0.029
O  0.0248  -0.0092  -0.0064
O  0.0094  -0.0028  -0.0071
O  0.0123  -0.0103  -0.0127
O  -0.0245  0.0274  0.0325
O  0.0144  -0.017  0.0148
O  -0.0106  0.0083  -0.0028
O  -0.0246  0.0045  -0.03
O  0.0024  -0.0171  0.0187
O  0.0045  0.0076  0.0212
O  -0.0769  0.0591  -0.0651
O  -0.0277  0.0326  -0.0164
O  -0.0019  -0.0065  0.0163
O  0.0228  -0.0157  -0.0209
O  -0.0778  -0.0054  0.1587
O  0.0211  -0.0306  -0.0256
O  -0.022  0.0562  -0.0531
Si  -0.0122  0.0038  0.0114
Si  -0.0015  0.004  -0.019
Si  -0.0097  -0.0013  -0.0008
Si  -0.0095  -0.0072  -0.0035
Si  0.0007  0.0153  -0.0138
Si  0.0006  -0.0016  -0.004
Si  0.1028  0.0271  -0.0094
Si  -0.0173  0.0049  0.0424
Si  -0.0265  0.0038  0.0429
Si  -0.0051  0.0027  0.01
Si  -0.0076  0.0013  -0.0125
Si  -0.0158  0.0275  -0.0294
Si  -0.0107  0.0069  -0.0172
Si  -0.0009  0.0007  -0.0135
Si  0.0028  0.006  0.0114
Si  -0.0075  0.011  -0.0235
Si  0  0.0104  -0.0312
Si  0.0017  0.0057  0.0129
Si  -0.0014  0.0004  -0.0122
Si  0.0134  -0.0044  -0.0421
Si  0.0001  0.0056  -0.0086
Si  0.0006  -0.0042  0.03
Si  -0.0158  0.0179  -0.0058
Si  0.0107  -0.0156  -0.0191
Si  0.0004  0.0067  -0.0108
Si  -0.0061  0  -0.0169
Si  -0.0015  0  -0.0208
Si  0.0054  0.0016  -0.038
Si  0.0002  0.0046  -0.021
Si  0.0561  0.0014  -0.0225
Si  -0.0045  0.0022  -0.0189
Si  0.012  0.0036  0.0198
Si  -0.0037  -0.0036  -0.0102
Si  -0.0747  0.0012  0.0609
Si  0.0003  0.0168  -0.0078
Si  -0.0175  0.008  0.0384
O  0.002  0.0069  0.0044
O  0.0008  0.0033  0.0044
O  -0.0006  0.0004  -0.0048
O  -0.0025  -0.0042  0.0035
O  -0.0018  0.0069  0.0031
O  -0.0108  -0.0073  0.0068
O  -0.0039  0.0074  0.0149
O  0.0036  0.0074  -0.0011
O  -0.0053  0.0038  0.0028
O  0.0043  0.0023  -0.0141
O  0.0036  0.0122  0.0322
O  0.0001  0.0059  0.0098
O  -0.002  0.0072  0.0027
O  0.0077  0.0081  -0.003
O  0.0525  0.0321  0.0451
O  0.0064  -0.0037  -0.0266
O  -0.0025  0.0054  0.0079
O  -0.0192  0.0065  0.0053
O  0.0351  -0.0668  -0.0293
O  -0.0084  0.0063  0.0002
O  0.0106  0.048  0.0332
O  -0.0005  0.0047  0.0101
O  0  0.0119  0.0089
O  -0.0011  0.009  -0.0298
O  -0.0383  0.0108  -0.0296
O  -0.0009  0.0027  0.0032
O  -0.01  0.0011  -0.0127
O  -0.0055  0.0008  -0.0084
O  -0.0039  0.0025  0.0036
O  0.0015  -0.0001  0.0056
O  -0.0065  -0.0039  0.0071
O  0.0081  -0.0003  -0.0103
O  0.0081  0.009  0.0171
O  0.0099  0.0031  -0.0031
O  -0.005  -0.0009  0.011
O  -0.0044  0.0059  0.0077
O  0.0039  0.0038  0.0096
O  -0.0312  -0.0262  0.0009
O  0.0017  0.007  0.0057
O  -0.0256  -0.0628  0.0135
O  -0.0112  0.0074  0.0043
O  -0.0041  0.0165  0.0059
O  -0.0077  0.0014  0.0033
O  0.0024  -0.003  0.0008
O  -0.0069  0.0059  0.0022
O  0.0047  0.005  -0.0108
O  -0.0013  0.0074  -0.0051
O  -0.0141  0.0098  0.0079
O  -0.0174  -0.0083  0.0144
O  -0.0036  0.0018  -0.0198
O  -0.002  0.0043  -0.0132
O  -0.0023  0.0047  -0.0025
O  0.0179  -0.0161  0.0387
O  -0.0003  0.0064  0.0041
O  -0.0025  0.0238  0.0024
O  -0.0047  0.007  0.0066
O  0.0006  0.0072  0.0064
O  0.0011  0.0104  -0.0211
O  0.003  -0.004  0.0044
O  0.0136  0.0067  -0.0334
O  -0.0147  0.0178  -0.0049
O  -0.005  0.0015  0.0013
O  -0.0041  0.0052  0.0074
O  0.0006  0.0078  0.0086
H  0.0208  0.0024  0.0074

The program warned: the cutoff lies below the one the program advises for these potential files; the exchange-correlation potential is rough where the density is thin.
